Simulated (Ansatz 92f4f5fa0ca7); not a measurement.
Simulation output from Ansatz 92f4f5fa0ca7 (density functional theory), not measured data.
Periodic cell of 135 atoms, Si77O58, from a study of silicon, its oxide and their interface. The atomic structure is a simulated model.

Settings: functional r2SCAN; potential files Ansatz norm-conserving; basis plane waves; wave-function cutoff 1300 eV; density cutoff ratio 4; exchange-correlation grid ratio 1; k mesh 2 x 2 x 1, shifted by 0.5 0.5 0.5 of a step; self-consistency stop 5e-10 eV per atom in the density residual; occupations Fermi-Dirac, 0.05 eV; spin none; net charge 0.

Cell vectors (angstrom)
a 10.9265 -0.0601 -0.0534
b -0.0601 10.9186 -0.0119
c -0.0961 -0.0215 19.4807

Atoms and the computed forces on them: element, x, y, z (angstrom), force x, y, z (eV/angstrom)
Si 9.5916 9.9806 14.3401 0.0235 -0.5577 0.1479
Si 8.8238 4.4707 12.2195 0.1577 -0.1755 -0.9582
Si 6.5258 3.5361 15.9962 -0.179 0.2297 0.2177
Si 0.8956 9.4101 13.9701 0.1739 0.013 0.6236
Si 6.1202 6.5611 8.2444 -0.0855 0.097 -0.2438
Si 10.0106 5.1185 0.6246 -0.6225 -1.4354 -0.6448
Si 5.6504 7.1497 14.6152 0.0133 0.6772 0.4425
Si -0.0774 5.1623 13.2836 0.7109 0.1328 0.4459
Si 2.4417 0.7867 7.8728 0.1988 0.5807 0.7134
Si 0.1941 0.735 8.4222 -0.2708 -0.2931 0.6122
Si 2.3174 8.0356 18.6458 -0.2778 0.2783 0.2325
Si 2.8836 1.4175 17.036 -0.2091 -0.0275 -0.0594
Si 9.8864 8.5969 6.5457 0.119 0.1637 0.0096
Si 0.6815 10.7268 18.2452 0.0321 -0.0512 0.1312
Si 5.3452 1.5294 8.8128 0.5246 0.5127 0.0453
Si 1.6451 6.6335 14.8965 -0.6084 0.5661 0.0192
Si 2.8021 10.8586 2.6408 0.0154 0.0967 0.2178
Si 0.0162 2.3214 3.0284 0.2701 0.0786 0.8076
Si 2.4734 5.2948 2.5073 0.1041 -0.1123 0.4006
Si 10.8166 8.1571 2.3688 -0.0114 0.1145 0.0105
Si 7.9773 10.6452 2.6141 -0.005 0.3064 -0.0065
Si 5.2997 2.6073 2.3631 -0.2686 0.3869 -0.1803
Si 8.2225 5.4575 2.4127 0.3429 0.1645 0.5038
Si 5.5497 8.0951 2.4083 -0.2722 0.0071 0.0702
Si 4.1001 1.3737 3.9765 0.1077 -0.1697 -0.1341
Si 1.2912 3.9809 4.2076 -0.1549 -0.0713 -0.3635
Si 4.0033 6.7232 3.6814 -0.0835 -0.085 -0.0547
Si 1.2801 9.5808 3.9162 -0.2675 0.0554 -0.0467
Si 9.336 1.0114 4.1582 -0.0279 -0.3339 -0.0168
Si 6.7607 4.0054 3.5958 -0.4317 -0.4696 0.1703
Si 9.632 6.6945 3.8096 0.1429 -0.0313 -0.0333
Si 6.6776 9.4061 4.0774 0.3007 0.111 0.0588
Si 10.5892 10.5666 5.5178 -0.4266 -0.0504 -0.3366
Si 2.895 2.7832 5.4609 -0.0134 0.3427 0.0299
Si 10.805 5.3365 5.4077 -0.0782 0.2697 -0.4587
Si 2.6318 8.051 5.1157 -0.0143 0.027 -0.1046
Si 5.4266 0.069 5.3793 -0.5118 -0.0009 -0.0611
Si 7.9437 2.7026 5.2448 0.0113 0.0664 0.0351
Si 5.4718 5.3813 4.989 -0.019 0.2186 -0.3407
Si 8.1751 7.9115 5.1732 -0.0564 -0.107 0.0558
Si 1.5303 7.2374 12.1501 -0.229 0.6155 0.3822
Si 8.2729 7.0776 10.5743 -0.284 0.3908 -0.243
Si 9.2004 9.1796 8.7151 0.0609 -0.8301 0.2681
Si 4.6055 3.9063 10.637 0.2184 -0.1864 -0.1646
Si 3.8744 9.5333 6.4568 0.0535 0.0941 -0.2857
Si 9.364 3.3837 1.8599 -0.2123 -0.053 -0.9266
Si 3.5516 3.7347 1.1112 0.2806 -0.579 -0.3716
Si 8.155 8.0422 16.232 1.0629 -0.1399 -0.4098
Si 7.6748 0.9131 14.8867 -0.3572 -0.3293 -0.5607
Si 0.9035 6.4647 1.1615 0.3394 1.0259 0.1249
Si 8.1457 5.6424 17.8076 0.0555 0.0998 0.1134
Si 3.1817 0.7407 14.0953 -0.3053 0.2326 -0.0239
Si 8.8875 8.9924 1.1573 0.3385 0.1441 -0.0364
Si 4.2323 9.631 1.1915 -0.6443 -0.7455 0.0802
Si 6.9665 1.3838 1.2536 0.2778 -0.2768 0.3176
Si 2.0023 2.9911 12.2205 -0.2527 -0.1763 0.113
Si 3.8131 4.1336 17.5245 0.1459 -0.1117 0.1971
Si 6.7952 9.7973 9.3318 -0.154 0.5415 0.013
Si 8.6341 0.0731 12.5004 -0.1577 0.1257 -0.6674
Si 8.9448 4.4192 6.4533 -0.056 -0.1062 0.6103
Si 6.6097 4.7201 13.0744 -0.6342 -0.0364 -0.1724
Si 8.5883 10.0987 18.5035 -0.3663 -0.1976 0.174
Si 4.2751 5.1829 8.6772 0.1425 -0.0925 0.0655
Si 7.0276 0.9074 18.4681 0.0057 -0.2448 -0.282
Si 6.9975 9.5166 11.6597 0.2086 -0.0659 -0.0619
Si 6.002 2.0904 6.5991 0.3146 -0.0333 0.127
Si 7.257 6.0961 6.2897 0.2759 0.0699 -0.1086
Si 4.5154 3.9925 6.5541 -0.0759 0.0269 -0.2938
Si 5.0074 8.603 8.2734 -0.2508 -0.2577 -0.057
Si 4.9944 10.8032 18.8493 0.2156 1.0751 -0.1598
Si 10.2985 1.9844 10.8169 0.1132 -0.2031 0.282
Si 1.559 1.3949 1.4607 -0.0966 -0.013 -0.9165
Si 7.3447 7.1077 1.0017 0.1284 -0.2125 -0.7358
Si 5.5931 9.9574 13.5275 -0.3705 0.0834 0.2768
Si 3.3167 6.2021 16.4659 0.0968 -0.2855 -0.2359
Si 0.9133 7.211 6.5907 0.0721 -0.3978 0.5111
Si 2.7345 6.9181 9.2035 -0.2257 0.2126 -0.0854
O 2.6605 3.0163 17.2289 0.2711 -0.2283 0.1058
O 1.1849 8.2213 15.0846 0.1351 -0.2499 -0.3425
O 10.7268 0.7386 6.7861 0.1949 0.0911 0.0017
O 3.2251 8.5015 0.4839 -0.0243 -0.0356 -0.1629
O 3.783 1.0059 8.8239 -0.0846 -0.1851 -0.5679
O 3.1118 3.5693 11.1978 0.1169 0.0042 0.0829
O 1.8555 10.6787 14.1935 0.1469 0.0695 -0.0469
O 7.0086 6.8034 9.59 0.5187 0.1224 0.6508
O 9.0951 0.2637 15.3835 -0.0241 -0.0601 -0.0987
O 9.0214 8.5505 14.9438 -0.3103 0.2721 0.4776
O 6.7236 7.5707 15.7468 -0.7584 -0.3315 -0.4724
O 2.1489 6.8939 10.7251 0.1347 -0.0751 -0.1959
O 7.4455 4.605 16.7896 -0.1273 0.0038 -0.0722
O 2.4135 6.6566 13.4122 -0.2056 0.0442 -0.0066
O 7.9038 1.3706 13.3018 0.1679 -0.2469 0.5396
O 1.4777 6.9523 8.1513 0.1311 0.2997 -0.3657
O 1.4091 9.2792 18.1512 0.2417 -0.1295 0.1653
O 10.0505 10.4812 17.8969 -0.1573 0.03 -0.073
O 5.4103 2.6324 10.0112 -0.1986 -0.1479 0.0376
O 2.7555 2.0873 13.3193 0.0634 -0.141 0.0167
O 3.3118 7.4869 17.49 -0.0721 0.1661 0.1493
O 6.4606 10.6424 14.7711 0.3931 0.2249 -0.194
O 5.5346 4.4017 11.8824 0.0544 -0.0068 0.109
O 1.3839 6.7881 19.1163 -0.0532 -0.0451 0.2288
O 9.716 0.5875 11.4029 -0.0239 0.3959 0.0458
O 8.2065 2.5101 1.1096 0.2653 0.1504 0.2176
O 7.1309 6.3541 18.923 0.2111 0.3274 0.4603
O 6.3565 6.2932 13.4549 0.1008 -0.3428 -0.1142
O 9.3162 4.8236 18.5898 -0.0988 0.7207 0.4216
O 7.7662 8.0359 11.7984 0.0653 -0.1988 -0.2004
O 6.2669 3.9058 14.4397 -0.0153 0.0873 0.0944
O 10.4239 1.908 9.1961 -0.032 -0.2722 -0.0376
O 2.5221 10.2793 7.1064 0.2816 0.0566 -0.0912
O 0.9055 2.1306 11.3959 0.0512 0.2314 0.0668
O 3.7979 0.7654 18.2275 0.1359 -0.3771 0.1431
O 7.9189 9.1165 17.388 0.0989 0.119 0.0245
O 4.9934 8.5268 14.0312 0.2455 -0.4036 0.2143
O 9.3109 3.1525 11.3326 -0.0352 0.3769 0.2354
O 4.0348 4.284 19.1487 -0.29 -0.0569 -0.0032
O 10.4423 10.2054 9.0103 0.1408 0.7621 0.0263
O 8.9048 6.7604 16.9132 -0.3912 0.2586 -0.0181
O 2.3305 2.0173 6.8027 -0.1451 -0.6718 0.0387
O 3.6638 8.2731 9.2388 0.1681 0.0208 -0.2203
O 0.2766 5.6823 14.8208 0.3969 0.2251 -0.5861
O 1.173 4.1319 13.0017 -0.3132 -0.0387 -0.2848
O 6.516 0.4956 9.2054 0.1085 -0.6839 0.2762
O 1.2213 8.8361 12.4648 0.1407 -0.8114 -0.1591
O 8.7458 5.6453 11.0658 0.0688 -0.4245 0.5217
O 0.9123 0.4851 0.2592 0.0796 0.1805 -0.0998
O 4.5548 6.275 15.4013 0.1081 0.0889 0.0774
O 0.1078 6.4765 12.3104 -0.0784 -0.2345 -0.0101
O 9.429 7.8651 9.7262 -0.3686 0.412 -0.1622
O 7.2573 2.0907 15.8924 0.0353 0.0985 -0.3674
O 5.1525 3.4723 16.8448 -0.0471 0.1742 -0.1207
O 3.6051 1.115 15.6183 -0.0953 -0.0562 -0.0665
O 4.3925 0.0442 13.2866 0.2841 -0.1226 0.0439
O 1.4022 0.7511 17.1161 0.291 -0.0275 0.2686
O 2.3593 2.6398 0.7146 0.0183 -0.0968 0.5797

Results
free energy: -35969.295 eV
free energy less fixed offsets of O -463.61, Si -117.95 eV per atom: 2.235 eV
pressure: -0.74 GPa
stress xx, yy, zz, yz, xz, xy (GPa, positive in tension): 0.97, -0.07, 1.3, 1.03, -1.26, -1.44
